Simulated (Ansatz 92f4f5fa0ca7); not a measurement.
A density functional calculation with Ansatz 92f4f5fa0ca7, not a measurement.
Periodic cell of 250 atoms, Si166O84, from a study of silicon, its oxide and their interface. The atomic structure is a simulated model.
Doubt: the cutoff is far below the 930 eV that the study's wrapper takes by default for these files, so forces and energies are approximate.
This geometry differs little from another in the collection (a relaxation step or a small displacement).

Settings: functional PBE; potential files Ansatz PAW; basis plane waves; wave-function cutoff 580 eV; density cutoff ratio 5; exchange-correlation grid ratio 1; k mesh 1 x 1 x 1, Gamma-centred; self-consistency stop 5e-08 eV per atom in the density residual; occupations fixed; spin none; net charge 0.

Cell vectors (angstrom)
a 10.938 0 0
b 0 10.938 0
c 0 0 36.8228

Atoms: element, x, y, z (angstrom)
Si 0 0 0.683
Si 5.469 0 0.683
Si 2.7345 2.7345 0.683
Si 8.2035 2.7345 0.683
Si 0 5.469 0.683
Si 5.469 5.469 0.683
Si 2.7345 8.2035 0.683
Si 8.2035 8.2035 0.683
Si 1.3673 1.3673 2.0503
Si 6.8362 1.3673 2.0503
Si 4.1018 4.1018 2.0503
Si 9.5708 4.1018 2.0503
Si 1.3673 6.8362 2.0503
Si 6.8362 6.8362 2.0503
Si 4.1018 9.5708 2.0503
Si 9.5708 9.5708 2.0503
Si 2.7345 0 34.7713
Si 8.2035 0 34.7713
Si 0 2.7345 34.7713
Si 5.469 2.7345 34.7713
Si 2.7345 5.469 34.7713
Si 8.2035 5.469 34.7713
Si 0 8.2035 34.7713
Si 5.469 8.2035 34.7713
Si 4.1018 1.3673 36.1386
Si 9.5708 1.3673 36.1386
Si 1.3673 4.1018 36.1386
Si 6.8362 4.1018 36.1386
Si 4.1018 6.8362 36.1386
Si 9.5708 6.8362 36.1386
Si 1.3673 9.5708 36.1386
Si 6.8362 9.5708 36.1386
Si 0.6328 4.9671 26.6214
Si 9.6279 4.0903 27.7904
Si 4.1935 4.0772 27.9046
Si 9.6089 1.377 30.7259
Si 0.0257 8.076 29.3608
Si 5.1195 10.8139 24.54
Si -1.2919 9.5232 28.0506
Si 6.9449 12.2732 27.747
Si 5.52 2.6265 29.2188
Si 6.7633 3.1434 21.045
Si 5.9836 4.9478 26.5692
Si 4.1099 3.8738 22.3014
Si -4.1425 1.7945 16.192
Si 6.7586 5.2886 19.8365
Si 1.262 13.8383 17.9278
Si 11.1808 11.4651 23.8571
Si 6.7897 -4.2028 28.022
Si 10.7702 5.4933 23.5306
Si 1.3988 4.0769 30.573
Si 0.4919 -0.5759 26.7045
Si 2.8803 5.4857 29.3109
Si 9.5935 6.7869 30.7462
Si -0.0276 13.5995 29.2402
Si 2.9166 13.1393 24.5931
Si 4.1632 1.3835 30.7209
Si 12.3554 1.3411 27.8908
Si -2.6426 0.0786 29.2857
Si 6.8925 4.049 30.5829
Si 4.1162 6.8097 30.7998
Si 5.4201 8.1062 29.3758
Si 1.4303 9.5506 30.6148
Si 6.8757 9.5691 30.5998
Si 0.0495 -0.0268 32.0186
Si 5.511 -0.0292 32.0312
Si 2.7508 2.7502 32.0218
Si 8.2139 2.7345 32.0451
Si 0.0494 5.4165 32.0338
Si 5.5355 5.4135 32.0298
Si 2.7335 8.2092 32.0733
Si 8.2181 8.2106 32.0295
Si 1.3827 1.3695 33.3922
Si 6.8458 1.3633 33.4045
Si 4.113 4.1069 33.4023
Si 9.5808 4.098 33.4073
Si 1.3632 6.8302 33.4112
Si 6.8466 6.8361 33.3972
Si 4.1155 9.5764 33.411
Si 9.587 9.576 33.3962
Si 2.7115 -0.0377 3.422
Si 8.166 -0.004 3.4327
Si 0.0294 2.7899 3.4431
Si 5.4433 2.7433 3.3982
Si 2.755 5.4862 3.4382
Si 8.2387 5.4848 3.3705
Si 0.0075 8.1967 3.4082
Si 5.4713 8.2081 3.4731
Si 4.061 1.3686 4.7454
Si 9.4786 1.4799 4.7169
Si 1.4394 4.1477 4.8716
Si 6.809 4.1826 4.6753
Si 4.0995 6.8363 4.8701
Si 9.6204 6.7943 4.7572
Si 1.3593 9.511 4.8186
Si 6.8331 9.5599 4.898
Si -0.5006 2.6132 8.6137
Si 8.2159 -2.9134 6.1593
Si -1.8867 2.8476 23.3529
Si 13.677 2.685 6.2289
Si 1.4204 5.7361 18.5601
Si 4.8647 8.6983 10.784
Si -0.1459 10.946 5.9378
Si 5.4865 5.4159 6.1931
Si -1.0906 4.511 11.4681
Si 4.9788 2.6829 13.8327
Si 2.1579 5.3033 9.6596
Si 5.8356 8.6581 8.6933
Si -2.5179 5.7318 9.1134
Si 6.776 6.7609 7.6796
Si 8.2849 7.3201 24.0872
Si 6.2134 8.7654 13.3396
Si 1.4459 -4.0762 7.8571
Si 4.691 3.5396 7.3995
Si -5.0064 0.344 11.8663
Si 6.0794 -0.6182 26.6429
Si 4.0264 9.7891 7.581
Si 11.0716 5.5974 6.2281
Si 2.7772 8.2063 6.315
Si 5.4412 11.0662 6.1768
Si 7.038 6.1261 14.3911
Si 11.6773 3.4964 10.3437
Si -1.2569 2.2485 16.5372
Si 5.8884 6.5971 17.2015
Si 1.6666 11.0146 13.116
Si 8.3298 8.5169 17.5195
Si 2.0892 10.7164 8.832
Si 6.4654 12.8506 7.415
O 31.4626 28.4886 23.4239
O -1.8086 -11.5918 13.7885
O 50.7178 17.3012 23.8847
O -13.2893 -3.3151 25.653
O 2.2243 21.392 20.4016
O 8.1034 -19.3638 16.879
O 6.7929 21.1258 12.7526
O -16.6917 12.2914 12.89
O 21.7196 10.5775 25.1752
O 2.3765 12.0152 12.061
O 8.0512 13.8137 22.0449
O 11.2787 21.3324 12.4104
O -3.1113 -0.8793 21.2223
O 14.4073 7.0318 21.7072
O -0.2881 -8.5617 17.8479
O 4.7169 -5.8364 23.2377
Si -8.5948 8.6904 26.828
Si -3.0815 30.3677 26.8823
Si 16.0487 15.5708 12.4353
Si 15.1426 20.5167 28.0153
Si 19.249 -5.4824 29.2792
Si -8.255 12.3661 15.4463
Si 4.124 3.8841 9.6506
Si 23.8246 7.2517 22.2904
Si 24.1098 12.5272 10.5196
Si 19.9265 9.4781 20.2204
Si 7.9291 -1.0922 8.9827
Si 20.4513 4.3512 7.4259
Si 3.5305 -33.7028 19.4922
Si -3.9832 20.481 22.5102
Si 20.4147 -2.2788 10.3107
Si 7.8122 3.2335 26.4002
Si 4.8646 -14.211 21.1157
Si -2.1668 -0.3282 15.3404
Si 13.9729 8.0015 17.2818
Si 12.033 12.2686 7.345
Si 11.8302 -1.0621 21.1586
Si 14.5076 9.5896 14.8354
Si 20.4574 6.6538 19.4277
Si 0.2118 17.598 13.1248
Si 12.3917 6.794 27.954
Si 30.0168 2.9238 6.0746
Si 31.4771 -1.4506 7.3305
Si 13.7895 11.0048 29.3146
Si 2.3809 -7.7675 26.6705
Si 16.4178 16.8469 24.4579
Si 14.0608 14.7306 20.0196
Si 20.9479 -1.5524 12.7284
Si -14.2428 12.0623 9.3653
Si -8.1343 28.4346 11.5393
Si 16.2227 1.7835 18.9414
Si -12.1455 15.467 14.3848
Si 22.3347 8.8508 8.8214
Si 14.2566 -2.6218 24.7812
O 6.4368 -16.509 13.0747
O -29.9464 -13.4653 15.7159
O 35.5053 -1.1442 13.4785
O 30.2715 20.589 18.705
O -4.7065 -0.1437 23.2991
O -2.3884 4.692 10.4429
O 12.6574 17.9459 12.6757
O 5.7949 8.4394 22.2013
O 9.0455 -25.6932 9.7802
O 6.63 -19.9057 19.8798
O -6.5768 39.8919 17.4909
O 22.9344 5.8807 22.4934
O -6.5335 14.1048 19.164
O 9.4137 47.5927 12.9134
O -4.752 -8.2361 14.9717
O 24.0405 -8.9127 16.8718
O 17.7523 18.8748 17.3838
O 11.6469 -11.354 22.6295
O 1.8602 -19.0554 19.4731
O -8.8317 18.8239 23.7764
O 11.3417 5.4428 25.052
O -2.4962 -27.3837 14.8292
O 26.191 12.2547 24.6336
O 10.1168 25.2422 15.4342
O -16.1888 23.4997 17.3722
O 10.9913 5.9559 19.4433
O -0.5968 16.9875 11.8359
O 45.1765 -20.9173 14.4863
O 12.4914 -31.4552 24.3179
O 4.8099 -11.5295 11.0775
O 59.1148 22.339 19.3562
O -13.4954 -16.3075 19.8588
O 12.0629 -2.6765 21.3122
O -7.9056 20.3749 18.0681
O 14.7932 16.6242 12.474
O -5.1483 17.3845 20.5347
O 35.8283 -29.6729 23.2504
O 21.3881 43.0263 20.3363
O 34.5728 -3.8212 17.7768
O 2.6739 -5.6246 19.5493
O 20.2234 29.7605 20.4886
O 12.1923 -6.4456 17.5068
O -13.0375 20.1371 16.149
O 6.3145 16.3324 18.2378
O -40.135 43.8343 15.6502
O 25.8342 20.6454 24.1801
O 53.0541 40.0704 17.9144
O -1.0855 44.491 15.9413
O 25.4357 46.3177 14.6579
O 15.4757 -36.5448 24.8341
O 27.5548 7.98 12.0145
O -26.7977 -4.9026 15.668
O 16.3695 13.8885 21.9989
O 8.227 35.8226 24.7781
O 0.0954 27.4073 14.3004
O 25.2677 -13.9101 10.8745
O 32.3385 -13.817 13.5836
O 26.9429 -23.7262 14.4508
O 18.222 0.3524 15.5563
O 21.0844 -6.895 23.1407
O 8.0474 52.5484 23.4531
O 36.4546 -8.596 10.0867
O 5.2748 -6.65 10.8069
O 17.8141 1.2408 10.864
O 31.0361 23.6696 9.3805
O 37.2729 8.8444 20.0769
O 18.2183 7.7216 14.0121
O -1.0317 -31.3646 23.4122

Results
free energy: -153295.350 eV
free energy less fixed offsets of O -568.88, Si -635.61 eV per atom: 1.830 eV

Forces (eV/angstrom), in the order of the atoms: element, x, y, z
Si -0.0949 0.0942 0.0174
Si -0.0106 0.0651 -0.0129
Si 0.0105 0.0303 0.0056
Si 0.1117 -0.0798 0.0299
Si -0.0136 -0.0117 -0.0384
Si -0.0498 0.0084 0.0168
Si 0.0544 -0.0438 0.0158
Si -0.0736 0.0223 -0.0073
Si -0.1015 0.0222 0.2178
Si -0.2513 -0.0911 -0.0222
Si -0.1087 0.1653 -0.1099
Si 0.2656 -0.0074 -0.2292
Si 0.0621 -0.1071 0.008
Si 0.0185 0.2907 0.0708
Si 0.066 -0.1563 0.1558
Si -0.0473 0.1067 0.1659
Si 0.079 0.1016 -0.0079
Si 0.1199 0.0107 -0.0199
Si 0.0293 -0.1174 -0.0219
Si -0.0417 -0.1132 -0.015
Si 0.131 0.0348 0.0145
Si 0.1466 0.0799 -0.0092
Si -0.1014 -0.0601 0.0265
Si 0.0189 -0.1036 -0.0054
Si -0.0073 -0.0382 0.0222
Si 0.0052 -0.052 -0.0055
Si -0.0173 -0.041 -0.0151
Si 0.0054 0.0161 0.0008
Si -0.0015 0.0091 0.0081
Si 0.0222 0.0178 0.033
Si 0.0298 -0.0183 -0.0061
Si 0.0622 -0.0244 -0.0162
Si 0.009 -0.0416 0.0038
Si -0.0091 -0.0158 -0.0287
Si 0.0142 -0.0362 -0.1091
Si -0.0177 0.0065 -0.0274
Si -0.0439 0.0396 0.0054
Si -0.0305 0.0685 -0.0726
Si -0.0075 -0.0081 -0.0106
Si 0.0196 0.0648 -0.0449
Si -0.0243 -0.0438 0.0382
Si -0.0816 0.0207 0.0417
Si 0.0374 -0.0523 0.0916
Si 0.0191 -0.0259 -0.0277
Si -0.006 -0.0042 0.0212
Si -0.0693 -0.0214 -0.0076
Si 0.0123 0.0179 0.0067
Si 0.0249 0.0239 0.026
Si -0.0242 -0.0108 -0.0726
Si 0.0136 -0.0426 -0.0177
Si 0.0046 -0.001 0.0117
Si 0.0102 0.0446 0.0175
Si -0.0566 0.0466 0.038
Si 0.0012 -0.0063 -0.0209
Si -0.0245 0.0418 -0.009
Si -0.01 -0.0016 -0.2262
Si 0.063 0.0348 -0.0212
Si -0.0065 -0.0818 -0.0431
Si 0.0288 -0.0284 -0.0064
Si -0.0127 0.0143 0.007
Si -0.018 -0.0279 -0.0267
Si 0.0717 -0.0186 0.0727
Si -0.012 0.0155 0.0088
Si -0.0118 -0.0048 0.0073
Si 0.0221 -0.0255 0.0102
Si 0.0162 -0.0017 0.0161
Si -0.0276 0.0061 0.0184
Si 0.0032 -0.003 0.0151
Si 0.0104 -0.0215 0.018
Si 0.011 -0.0207 0.0138
Si -0.0035 0.0077 0.0209
Si -0.0226 0.0142 0.012
Si -0.0038 0.0116 0
Si -0.0102 -0.0043 -0.0003
Si 0.0163 -0.0055 -0.0053
Si -0.0012 0.0073 0.0037
Si -0.0025 -0.0063 0.0012
Si 0.0144 0.0006 -0.001
Si -0.0024 0.0054 0.0017
Si 0.0025 0.0093 0
Si 0.0114 0.0093 -0.0106
Si 0.0227 -0.0157 0.0141
Si 0.0451 0.0053 0.0024
Si 0.0141 -0.0401 -0.0226
Si 0.0237 0.0318 0.0042
Si -0.0543 -0.0107 -0.0143
Si -0.0423 0.0022 -0.0241
Si 0.0097 -0.0067 0.0046
Si -0.0595 0.004 -0.0262
Si -0.0422 -0.0526 -0.0228
Si -0.0293 -0.0045 -0.0427
Si -0.0051 0.0782 -0.0138
Si -0.0161 0.0231 0.0072
Si 0.0873 -0.0401 -0.0072
Si 0.0303 -0.0044 0.0077
Si 0.0163 -0.0161 -0.0347
Si -0.0903 -0.0961 -0.0709
Si -0.0634 0.0113 0.0228
Si -0.0488 -0.0039 -0.0222
Si 0.0786 -0.0661 -0.0391
Si 0.0367 -0.0101 -0.032
Si -0.0863 0.0213 0.1138
Si -0.1193 -0.0059 -0.0745
Si 0.0197 0.0567 0.0087
Si -0.1129 0.117 0.0161
Si 0.0271 -0.0082 0.012
Si 0.0763 -0.0742 0.008
Si 0.0472 0.09 -0.015
Si 0.4413 0.0328 0.2423
Si -0.062 -0.1098 -0.1586
Si -0.0402 -0.0257 0.0011
Si 0.0249 -0.0141 0.0235
Si -0.056 0.0237 -0.1643
Si -0.0621 0.0451 0.1299
Si -0.0212 0.0224 0.0494
Si -0.0068 -0.0282 0.0523
Si -0.0245 0.0587 0.0269
Si -0.0424 0.046 0.0296
Si -0.0001 -0.1048 0.0091
Si 0.0168 0.0219 0.0553
Si 0.01 0.013 0.0183
Si -0.0669 0.0805 0.0433
Si -0.0182 0.0017 -0.0223
Si -0.0179 0.0003 0.0038
Si -0.0465 -0.0522 0.0455
Si 0.0048 0.0024 -0.0215
Si -0.0113 0.084 -0.0183
Si -0.0118 -0.1054 -0.1005
O -0.0162 0.0276 -0.012
O -0.0158 0.0203 0.0604
O 0.0161 0.0015 0.0229
O -0.0221 0.0155 0.0126
O -0.0126 -0.0149 0.0254
O 0.0056 -0.0058 0.0001
O -0.009 -0.0047 -0.0124
O 0.0024 0.0124 -0.0125
O 0.0013 -0.0206 -0.03
O -0.0114 0.0632 -0.1139
O 0.0565 -0.0109 0.0365
O 0.0646 0.0305 -0.0106
O -0.0003 -0.0089 0.017
O -0.0243 0.0359 0.0068
O -0.0066 -0.0018 0.0123
O 0.0481 0.0857 0.125
Si -0.0832 0.0586 0.1314
Si 0.0285 0.0177 0.0395
Si 0.0612 0.001 -0.0017
Si 0.0154 -0.0101 -0.2001
Si 0.0537 -0.0191 0.0056
Si 0.0073 0.0109 0.028
Si -0.0532 -0.0255 0.0492
Si 0.0371 -0.0381 -0.0261
Si 0.0846 -0.1233 -0.1132
Si -0.0064 0.0065 -0.0584
Si -0.1301 -0.1942 -0.2074
Si -0.2009 0.0515 -0.0398
Si 0.0003 0.013 -0.0491
Si -0.0341 0.0218 -0.0032
Si 0.3512 -0.1177 0.1774
Si 0.0041 -0.0011 -0.0144
Si -0.014 -0.0295 -0.0407
Si 0.0123 -0.0093 -0.0126
Si -0.0017 -0.0066 -0.0194
Si 0.0517 0.026 0.2308
Si 0.0121 0.0276 -0.0355
Si -0.0024 -0.0191 0.0201
Si -0.0006 -0.0067 -0.0522
Si -0.0458 0.043 -0.0271
Si 0.0461 -0.0449 -0.0517
Si 0.131 -0.0209 0.0809
Si 0.0874 -0.0429 0.0819
Si -0.1201 0.0282 0.0162
Si 0.0024 0.0764 0.0849
Si -0.0623 0.0082 -0.1492
Si 0.0727 0.0096 0.0206
Si -0.1229 -0.0566 -0.1016
Si 0.0066 0.3804 0.2887
Si 0.0603 0.0182 0.1414
Si -0.0064 0.0585 0.0112
Si -0.0074 -0.0135 -0.0001
Si -0.2485 0.0643 0.1444
Si 0.0944 -0.0337 -0.1127
O -0.0083 -0.0069 -0.0121
O -0.0029 0.0063 -0.0078
O -0.0096 0.006 -0.0173
O -0.0053 -0.0071 0.0234
O 0.0158 -0.0043 0.0316
O -0.1086 0.0044 -0.1221
O 0.01 -0.0406 -0.0873
O 0.0027 0.0033 -0.0075
O -0.0722 0.0627 -0.0997
O 0.0033 -0.0592 -0.0252
O 0.0067 0.0039 0.0127
O -0.0069 0.0073 0.0024
O 0.0066 -0.0284 0.0094
O 0.0346 -0.0097 -0.0474
O -0.0227 -0.0006 -0.0269
O 0.0026 -0.0182 -0.0268
O 0.0044 0.0056 0.0112
O -0.008 0.0084 0.0087
O -0.0782 -0.0361 -0.054
O 0.0244 0.0366 0.0565
O 0.0074 -0.0039 0.0265
O 0.0054 0.0048 -0.0023
O 0.0329 -0.0614 0.0449
O -0.0021 0.0055 0.0052
O 0.0111 -0.0072 -0.0182
O -0.024 0.0127 0.0192
O 0.0513 -0.0047 -0.0106
O 0.0115 -0.0022 -0.014
O -0.0051 0.0012 0.0191
O 0.0373 -0.0157 -0.0491
O -0.0147 -0.0307 0.0197
O 0.0569 0.0342 0.0156
O -0.0024 0.0162 0.0284
O -0.0003 -0.0118 0.0058
O -0.0708 0.026 -0.039
O -0.0084 0.0242 0.0221
O -0.034 -0.0323 0.145
O 0.005 -0.005 0.0312
O -0.0009 0.0093 0.0062
O -0.0502 0.0402 -0.0126
O -0.0012 -0.0172 0.0235
O -0.0156 -0.0003 -0.0075
O -0.0013 -0.0036 -0.0032
O -0.0018 0.031 -0.0371
O -0.0104 0.0116 -0.0019
O -0.0433 -0.0469 0.0505
O -0.008 0.0015 0.0246
O 0.0064 0.004 0.0066
O -0.0228 -0.0068 0.0078
O -0.0227 0.0037 0.0088
O 0.0031 -0.0019 -0.034
O 0.0057 -0.0071 -0.022
O 0.044 -0.0014 -0.008
O -0.0041 0.0101 0.0322
O -0.0028 -0.0005 -0.0008
O 0.0225 -0.0292 -0.0516
O 0.0401 -0.0174 0.0136
O -0.0074 0.0061 -0.0134
O -0.0048 0.0038 0.0029
O 0.009 0.0197 0.0043
O 0.0177 -0.0095 -0.0043
O 0.0493 0.0301 -0.0138
O -0.0179 0.0023 -0.0521
O 0.0509 -0.0828 -0.16
O -0.0056 -0.0793 -0.0055
O -0.0013 -0.0094 0.0248
O -0.0195 -0.0035 -0.0014
O 0.0041 -0.0131 -0.0109

The program warned: the cutoff lies below the one the program advises for these potential files; the exchange-correlation potential is rough where the density is thin.
